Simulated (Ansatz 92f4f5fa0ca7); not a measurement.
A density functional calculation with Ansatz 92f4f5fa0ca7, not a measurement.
Periodic cell of 422 atoms, Si266O156, from a study of silicon, its oxide and their interface. The atomic structure is a simulated model.
Doubt: the cutoff is far below the 930 eV that the study's wrapper takes by default for these files, so forces and energies are approximate.

Settings: functional PBE; potential files Ansatz PAW; basis plane waves; wave-function cutoff 580 eV; density cutoff ratio 5; exchange-correlation grid ratio 1; k mesh 1 x 1 x 1, Gamma-centred; self-consistency stop 5e-08 eV per atom in the density residual; occupations fixed; spin none; net charge 0.

Cell vectors (angstrom)
a 15.4687 0 0
b 0 12.8259 0
c 0 0 36.8067

Atoms: element, x, y, z (angstrom)
Si 0.0715 1.1092 34.1742
Si 3.9804 1.1801 34.1147
Si 7.8078 1.1735 34.1658
Si 11.6683 1.1623 34.1621
Si 1.904 7.5738 34.0961
Si 5.783 7.5916 34.1156
Si 9.6371 7.5734 34.1321
Si 13.4991 7.5704 34.0781
Si 1.9336 5.247 34.5398
Si 5.8008 5.247 34.5398
Si 9.6679 5.247 34.5398
Si 13.5351 5.247 34.5398
Si 0 11.6599 34.5398
Si 3.8672 11.6599 34.5398
Si 7.7343 11.6599 34.5398
Si 11.6015 11.6599 34.5398
Si 0 4.664 35.7766
Si 3.8672 4.664 35.7766
Si 7.7343 4.664 35.7766
Si 11.6015 4.664 35.7766
Si 1.9336 11.0769 35.7766
Si 5.8008 11.0769 35.7766
Si 9.6679 11.0769 35.7766
Si 13.5351 11.0769 35.7766
Si 0 2.332 36.1888
Si 3.8672 2.332 36.1888
Si 7.7343 2.332 36.1888
Si 11.6015 2.332 36.1888
Si 1.9336 8.745 36.1888
Si 5.8008 8.745 36.1888
Si 9.6679 8.745 36.1888
Si 13.5351 8.745 36.1888
Si 1.9336 1.749 0.6188
Si 5.8008 1.749 0.6188
Si 9.6679 1.749 0.6188
Si 13.5351 1.749 0.6188
Si 0 8.162 0.6188
Si 3.8672 8.162 0.6188
Si 7.7343 8.162 0.6188
Si 11.6015 8.162 0.6188
Si 0 5.83 1.031
Si 3.8672 5.83 1.031
Si 7.7343 5.83 1.031
Si 11.6015 5.83 1.031
Si 1.9336 12.2429 1.031
Si 5.8008 12.2429 1.031
Si 9.6679 12.2429 1.031
Si 13.5351 12.2429 1.031
Si 1.9336 5.247 2.2678
Si 5.8008 5.247 2.2678
Si 9.6679 5.247 2.2678
Si 13.5351 5.247 2.2678
Si 0 11.6599 2.2678
Si 3.8672 11.6599 2.2678
Si 7.7343 11.6599 2.2678
Si 11.6015 11.6599 2.2678
Si 1.9336 2.915 2.68
Si 5.8008 2.915 2.68
Si 9.6679 2.915 2.68
Si 13.5351 2.915 2.68
Si 0 9.328 2.68
Si 3.8672 9.328 2.68
Si 7.7343 9.328 2.68
Si 11.6015 9.328 2.68
Si 0.9695 -3.6042 23.8773
Si 4.7218 1.7688 27.8478
Si 9.2738 5.4741 30.4371
Si 6.8629 4.478 24.0709
Si -2.8592 2.6108 17.6898
Si 5.7683 5.8059 30.5031
Si 7.1081 12.614 26.7346
Si 8.9088 0.9703 24.7694
Si 2.2202 2.5634 22.3805
Si 12.5643 2.0738 24.0638
Si 2.1362 5.5349 22.8073
Si 15.6175 3.2733 27.3006
Si 7.3587 8.8671 29.1687
Si 6.1029 13.5275 30.8756
Si 11.5805 4.835 25.2763
Si 11.5931 12.4803 25.6403
Si -4.3075 -0.3053 27.9194
Si 4.0468 1.4685 30.0742
Si 0.2635 4.3666 18.9204
Si 11.7977 1.156 29.6398
Si 1.8723 10.9699 31.0435
Si 1.7043 9.6874 28.9277
Si 11.6518 9.4814 25.2946
Si 13.327 7.018 29.4912
Si -1.7341 0.4895 30.7429
Si 11.4541 3.4721 29.2279
Si 8.1556 1.4851 29.7067
Si 17.0278 1.5729 19.5181
Si 1.839 7.3576 29.509
Si 7.6648 7.1265 30.6782
Si 9.0583 10.4798 29.2836
Si 13.5136 10.9058 31.116
Si 8.9395 4.4348 21.6969
Si 2.066 5.862 27.5921
Si 9.9095 0.7385 31.0515
Si 20.6844 -3.3094 29.8317
Si -0.0975 6.7239 30.7853
Si 3.8832 10.1494 27.9865
Si 11.8077 4.3555 31.4304
Si 11.4639 6.5778 30.8991
Si 0.04 4.4219 31.4264
Si 4.5524 4.6259 28.8414
Si 9.0703 3.6565 28.7752
Si 12.9462 5.0044 27.9977
Si 4.0249 7.5174 30.6509
Si 5.7707 11.1812 31.3842
Si 11.1001 10.1399 28.1916
Si 15.6451 14.477 29.8034
Si 1.9871 3.9414 32.5266
Si 5.6123 4.1843 32.3146
Si 9.7466 4.1593 32.4576
Si 13.6609 3.8619 32.6649
Si -0.0182 10.4223 32.4081
Si 3.7744 10.576 32.4925
Si 7.7189 10.5113 32.5273
Si 11.6049 10.4408 32.4645
Si 1.996 1.6153 32.9244
Si 5.9733 1.8549 32.8892
Si 9.7378 1.8757 33.0317
Si 13.6343 1.5452 32.9123
Si -0.0367 8.0643 32.8046
Si 3.8406 8.2308 32.9021
Si 7.718 8.1596 32.8536
Si 11.5295 8.0638 32.8143
Si 0 2.332 3.9167
Si 3.8672 2.332 3.9167
Si 7.7343 2.332 3.9167
Si 11.6015 2.332 3.9167
Si 1.9336 8.745 3.9167
Si 5.8008 8.745 3.9167
Si 9.6679 8.745 3.9167
Si 13.5351 8.745 3.9167
Si 1.9473 6.4104 4.3565
Si 5.7758 6.4306 4.3388
Si 9.6302 6.4151 4.3456
Si 13.5301 6.4034 4.3664
Si -0.0514 12.8421 4.3538
Si 3.8089 12.8289 4.3383
Si 7.6871 12.8284 4.3895
Si 11.6133 12.8423 4.3137
Si 0.0156 5.8717 5.6317
Si 3.8806 5.8824 5.6499
Si 7.6786 5.958 5.6434
Si 11.556 5.8021 5.5766
Si 1.8694 12.3061 5.5994
Si 5.697 12.2132 5.6081
Si 9.6939 12.2388 5.5143
Si 13.4961 12.2306 5.6058
Si 0.0044 3.5329 6.0071
Si 3.8511 3.4625 5.972
Si 7.6117 3.5742 5.9343
Si 11.543 3.4589 5.9942
Si 1.978 10.0059 5.9867
Si 5.9144 9.8967 5.8377
Si 9.8432 9.9351 5.9854
Si 13.569 9.8851 5.9664
Si 1.9366 2.9269 7.2524
Si 5.1978 -1.0518 7.9576
Si 11.3141 0.6969 8.8834
Si 10.1316 1.6621 22.0649
Si 0.0131 9.3645 7.2298
Si 4.036 9.7372 7.21
Si 7.8039 7.2848 7.6742
Si 14.9149 10.5858 9.2216
Si -1.9485 2.9456 7.2215
Si 2.0669 6.4671 8.9018
Si 5.7558 4.8204 10.6288
Si 15.2936 12.9669 8.973
Si -1.1029 7.5439 13.5152
Si 12.7159 18.0578 14.2714
Si 13.3757 13.4644 7.6427
Si 11.0817 11.8745 10.5174
Si -2.6259 4.9834 19.8189
Si 3.1913 12.3345 11.2919
Si 2.9306 6.9302 11.0355
Si 11.6119 6.9534 7.6464
Si -2.1578 16.7442 9.4042
Si 7.8085 16.4405 10.5452
Si 3.5787 16.1028 13.4573
Si 9.477 15.6799 7.0659
Si 1.8224 0.618 7.7096
Si 7.6142 -1.1849 8.4519
Si 11.7496 9.3019 7.3628
Si 11.2477 2.8417 10.0001
Si 5.9003 8.1961 13.1048
Si 0.7125 11.8881 12.9447
Si 10.383 6.8795 15.6523
Si 5.7663 7.0425 8.7527
Si -3.0253 -1.3961 15.2995
Si -0.6189 2.1937 11.4445
Si 8.3857 -0.8299 10.6377
Si 9.3283 0.4931 7.5587
Si 1.4747 11.1866 15.6053
Si 3.8308 7.3675 7.5786
Si 9.7488 9.954 15.0158
Si 13.2643 12.7909 12.6874
Si -6.671 -0.6521 16.9972
Si 3.7115 0.3156 9.1245
Si 3.9588 3.4446 11.0062
Si 5.2959 7.0996 11.0274
Si 2.8344 4.244 9.0291
Si 1.7079 9.7926 11.3419
Si 7.8701 9.6041 12.5031
Si 13.5028 6.2577 8.9181
O -10.3423 10.7784 24.0641
O -6.8339 11.2211 20.9262
O 1.5331 -0.4061 26.6454
O 3.6046 11.8343 22.1691
O 15.974 20.245 13.2695
O 1.8046 12.7935 12.1026
O 15.985 15.6152 19.2603
O 9.1792 10.714 16.3493
O 5.9732 19.7042 14.139
O 20.231 9.2275 13.7666
O 16.2577 4.9246 14.0171
O 27.9401 4.9676 21.4243
O 32.7556 16.9377 22.1009
O 2.7882 1.5096 18.4249
O 15.108 8.5494 26.7644
O 0.7459 12.2117 14.5431
O -9.4518 2.1097 21.5747
O 10.9601 28.1248 11.6094
O 16.8853 21.9693 22.2821
O -3.4626 12.1756 16.6798
O -0.0256 17.256 17.3178
O -15.5421 1.1221 10.3246
O -7.9562 23.8256 11.681
O 20.1305 9.2351 26.813
O 29.0549 9.5519 19.894
O 8.913 6.3131 12.1421
O -3.5011 -0.6127 11.8961
O 9.1058 -6.9527 15.7116
O 20.6191 3.3734 27.9055
O 17.8649 34.0223 11.5944
O 39.8927 -24.314 23.1766
O 19.3582 -1.1092 27.4396
O 5.3398 14.1772 19.1505
O 6.7768 -3.8117 25.0919
O 29.6844 7.9651 15.0875
O 8.5413 17.2966 17.8657
O 18.987 1.43 26.759
O -8.2542 9.123 20.1129
O 10.2197 0.4878 20.9259
O 16.576 10.7086 24.5556
Si 9.0019 -0.245 20.1048
Si 20.7315 13.5222 13.3283
Si 19.5688 0.5284 18.4713
Si 1.2776 7.8739 21.2205
Si 6.291 9.468 26.5673
Si 7.8663 22.4428 7.1644
Si 5.761 15.7169 7.25
Si 1.0441 -9.5222 13.9804
Si 4.3393 -0.7141 23.6213
Si 5.0774 4.8117 8.3729
Si 12.7561 12.3934 18.1145
Si 15.9083 11.803 25.6031
Si 12.4581 10.0777 9.5854
Si 11.5323 5.9408 22.3567
Si 3.2529 7.2016 16.2871
Si 5.2268 14.8168 9.473
Si 10.9122 15.9059 13.1164
Si 0.0133 6.9899 7.7624
Si 18.5709 -0.1138 26.4034
Si 12.0362 9.9764 19.9049
Si 21.4995 18.0535 14.3732
Si 4.4317 24.2946 20.7898
Si 3.698 16.5247 30.9322
Si 14.4564 16.4014 16.3068
Si 8.3043 -8.2756 16.2489
Si 31.3452 -1.0065 18.3833
Si 1.6061 6.2765 13.6482
Si 13.1869 -3.37 29.1493
Si -0.5212 21.9697 19.142
Si 10.9243 7.2654 18.6845
Si 9.6618 7.3879 11.155
Si 17.4984 0.5292 30.792
Si 8.474 4.7474 12.4041
Si 21.4424 -3.3833 23.7512
Si 9.6642 -1.5887 31.4037
Si -2.7856 8.2565 11.14
Si 20.7385 14.9129 23.029
Si 2.6324 6.3958 19.0818
Si 10.0717 14.8508 15.7532
Si 7.1142 14.1923 10.9069
Si -5.9716 -8.7206 9.0412
Si 9.6587 6.4953 8.9217
Si -9.8149 8.6242 20.2267
Si 20.7331 6.624 18.2238
Si -0.4239 9.8917 27.7361
Si 21.2465 12.19 16.1377
Si -0.8151 -3.6267 16.0465
Si 10.8431 8.8985 22.3415
Si 4.2059 22.7099 15.1748
Si 1.3109 6.6135 25.4074
Si 6.2558 13.7885 20.4411
Si 8.8101 16.6864 26.2853
Si 15.4315 1.8057 24.4487
Si 8.8206 25.4243 28.2462
Si 20.5497 6.8014 22.6827
Si 14.3868 20.8684 25.3731
Si 23.6896 5.607 18.9882
Si 23.552 9.7517 21.3488
O 21.4793 39.3722 27.2943
O 5.8561 12.2693 20.922
O 3.6667 18.847 22.5155
O 24.5228 15.1509 25.7012
O 9.9794 5.6288 22.0272
O -11.7442 -13.6119 19.4211
O 17.7542 -5.8199 17.5935
O 8.7133 -15.4756 13.7851
O -10.0172 -15.0541 15.9504
O 15.9699 2.6283 12.5606
O 12.0624 -9.5105 24.9832
O 22.922 4.5447 25.6083
O 8.8121 8.7777 11.4127
O 2.5655 6.6594 14.92
O 9.4683 26.225 16.1586
O -1.852 10.3897 15.6885
O 14.6661 -0.8208 12.3474
O 4.1518 18.5931 19.0848
O 1.3532 -8.478 27.6239
O 11.981 24.2876 19.2155
O -0.8665 21.507 17.6031
O -1.1549 -0.8832 17.9389
O 4.4428 -0.3441 12.3557
O 21.103 -5.5331 21.2105
O 37.6724 4.7762 15.7993
O 17.9845 5.9431 12.3219
O -0.2073 0.217 24.7934
O 15.6285 -10.0466 25.746
O 8.0195 -7.9292 20.436
O 13.5064 17.5342 15.5912
O 34.6671 15.3768 22.9338
O 14.4195 3.5282 10.6009
O 12.7884 21.1299 25.4495
O 1.1371 23.1489 12.7735
O -14.0687 11.901 17.0785
O -15.4638 -9.5839 30.2452
O 17.2571 -17.5572 24.7826
O -10.309 8.1847 18.7347
O 19.0188 8.7764 16.1395
O -9.5265 3.1341 24.0652
O 11.5605 -2.7369 21.4687
O -3.2619 11.0215 25.1631
O 4.245 14.662 13.9132
O 13.5753 27.1682 12.2508
O 4.6928 -2.9643 20.7221
O -3.1305 -9.111 18.9023
O 31.3901 -15.8896 10.2891
O 7.0934 4.6842 13.2666
O 25.4789 -8.0091 25.704
O -1.9548 -18.5847 10.3742
O 14.112 2.2912 23.6035
O 15.0963 6.5517 25.2899
O 2.5737 7.5588 20.2526
O 12.371 5.5079 26.5358
O -12.5136 -14.8915 10.8636
O 10.1152 12.7134 24.9622
O 1.5774 -7.6227 19.3567
O -4.2553 7.6732 11.6308
O -5.598 21.1635 15.1481
O 16.1595 -15.9026 15.7149
O 4.5649 -12.7399 16.9756
O 24.8905 19.5505 19.0848
O 9.7432 15.8931 21.3344
O 22.687 -4.2966 27.5355
O 3.3016 -0.3899 24.8163
O 9.3169 12.2128 18.5466
O 20.391 -17.4248 23.4604
O 7.1701 -0.4777 16.9624
O 15.4682 15.6294 15.2151
O 6.0774 18.6459 23.5472
O 17.3738 -7.3898 24.4219
O 2.1739 27.3526 21.0099
O 28.0586 13.6186 25.0614
O 23.5426 -8.6201 23.0333
O -1.227 -21.5859 27.6576
O 24.3199 15.9363 15.7287
O 11.8516 5.7122 23.9366
O 12.9646 -0.2393 14.2748
O 26.2481 -3.6397 23.9478
O -0.6241 -16.7981 24.0197
O 1.2577 14.7383 23.4935
O 3.6965 18.3727 27.7551
O 42.5298 14.6525 22.781
O 15.5412 7.9986 20.1311
O 12.1338 44.8344 19.2906
O 13.689 18.9091 13.2941
O 20.0418 4.4718 14.1434
O 31.1928 14.6981 28.1617
O 16.2036 -12.6498 19.4328
O -3.2028 3.9276 13.4138
O 11.7101 20.363 22.0613
O -16.4681 -7.8374 19.7386
O -4.2105 15.3777 16.7506
O 23.2906 0.886 20.0688
O -25.026 12.8027 14.6323
O 26.261 35.0796 26.6914
O 25.1494 -8.7083 13.2826
O -3.9895 -6.6167 14.6666
O 13.6064 8.5833 12.4859
O 26.6631 -2.2096 14.6443
O -4.3748 19.9653 17.0817
O -0.639 11.1303 26.6455
O 12.7303 13.9845 18.4689
O 0.5695 10.3661 19.1105
O 4.7154 -6.3108 16.6685
O 1.0449 19.399 22.1755
O -7.9471 0.2238 25.1954
O 6.797 6.2134 18.4833
O -12.474 23.8123 15.0139
O 6.523 -1.7431 26.7432
O -20.2522 14.7275 14.2291
O 7.0575 9.804 22.6093
O 9.3126 -16.8764 21.7848
O 11.1191 -3.9912 19.139
O 36.2861 13.3829 23.5602
O 6.4945 14.1546 12.4587

Results
free energy: -257811.998 eV
free energy less fixed offsets of O -568.88, Si -635.61 eV per atom: 5.542 eV

Forces (eV/angstrom), in the order of the atoms: element, x, y, z
Si 0.0128 0.0171 -0.0035
Si 0.0225 0.0029 0.002
Si 0.013 0.03 0.0165
Si -0.003 -0.0123 -0.0069
Si -0.0023 -0.002 -0.0072
Si 0.0059 0.004 -0.0125
Si -0.0085 0.0082 -0.0121
Si -0.0082 -0.0039 0.0111
Si 0.4576 -0.1123 -0.126
Si -0.5243 0.0555 -0.6473
Si -0.0507 0.2913 -0.0214
Si -0.0402 -0.0907 0.3838
Si 0.0941 -0.781 -0.204
Si -0.1638 0.3892 0.3243
Si -0.0523 0.0767 0.4476
Si -0.0325 -0.2943 -0.0654
Si -0.0833 0.0029 -0.0496
Si 0.0034 0.0563 0.1219
Si 0.0752 -0.1524 -0.2134
Si 0.0225 -0.0351 0.0043
Si -0.0326 0.0305 0.029
Si 0.0102 -0.0798 -0.0265
Si -0.0532 -0.0544 0.0156
Si 0 -0.0213 -0.0608
Si 0.0449 -0.0485 0.1233
Si 0.1149 0.0235 -0.0864
Si 0.0411 0.0333 0.3115
Si 0.2875 0.009 0.2787
Si -0.0243 -0.0731 -0.1503
Si 0.0463 0.0409 -0.028
Si -0.0657 0.0584 -0.0372
Si -0.1125 -0.1283 -0.2554
Si -0.0538 0.0001 -0.0345
Si -0.0496 0.0541 0.024
Si -0.0596 0.0211 0.0179
Si -0.0444 0.0573 0.0518
Si 0.0501 -0.0239 -0.0703
Si 0.005 -0.067 -0.0231
Si 0.112 0.0128 -0.0263
Si 0.0119 0.006 -0.0596
Si 0.0754 0.0209 0.0607
Si 0.0099 0.014 0.0366
Si -0.0495 0.0661 0.0375
Si -0.0274 0.0441 0.0731
Si -0.0283 -0.017 0.028
Si -0.0393 0.027 0.004
Si 0.0529 0.0647 0.05
Si 0.0301 -0.018 0.0231
Si -0.011 0.0429 0.1699
Si -0.0101 -0.0583 0.1543
Si -0.0699 -0.0304 0.0975
Si 0.0179 -0.0015 0.1524
Si -0.0442 0.0965 0.189
Si -0.092 0.0328 0.0537
Si -0.1983 0.1167 0.2706
Si 0.0264 -0.0151 -0.0597
Si 0.0535 -0.0379 -0.0116
Si 0.0385 -0.1323 -0.1126
Si 0.0516 0.0058 0.0378
Si 0.0531 0.0748 0.0541
Si -0.0427 0.0016 0.0916
Si -0.0074 0.0858 0.038
Si -0.1099 -0.0097 0.0187
Si -0.0135 -0.0783 -0.0388
Si 0.0058 -0.0047 0.0144
Si 0.0389 -0.0213 -0.048
Si 0.0191 -0.0112 0.0053
Si -0.009 -0.0165 0.0293
Si 0.032 0.0126 0.0113
Si -0.0318 -0.0092 -0.06
Si -0.0859 -0.0475 -0.0668
Si -0.0386 0.0271 0.0222
Si 0.0509 0.0163 -0.004
Si -0.0238 0.0125 0.0136
Si 0.0104 -0.0167 0.0127
Si 0.0162 0.0256 0.0072
Si 0.008 0.0079 -0.031
Si -0.0608 -0.0092 -0.0612
Si -0.0259 0.0244 0.0098
Si 0.0095 -0.0038 -0.048
Si -0.0115 -0.0455 0.0116
Si 0.0622 0.0396 -0.0181
Si -0.0182 -0.0109 -0.0043
Si 0.0143 0.0315 0.0099
Si -0.0011 0.0121 0.0174
Si -0.0108 -0.0257 -0.0134
Si -0.0117 -0.021 0.0193
Si -0.0267 0.0038 0.0015
Si -0.0225 -0.0209 -0.0052
Si 0.0183 -0.0008 -0.0133
Si 0.0862 -0.0203 0.0643
Si -0.01 0.0176 -0.0144
Si -0.004 0.0209 0.0033
Si 0.0255 -0.0039 0.04
Si 0.0247 -0.0113 0.0215
Si -0.0058 0.0185 -0.0084
Si 0.0014 0.0043 0.0126
Si -0.0489 -0.0294 -0.0311
Si -0.0616 0.0148 -0.0494
Si -0.0231 0.013 0.0318
Si 0.0032 -0.0231 -0.0174
Si 0.0015 0.027 -0.0183
Si -0.0442 0.0055 -0.0243
Si 0.0187 0.0472 0.0071
Si 0.0161 0.0529 -0.0148
Si -0.0104 -0.0164 0.0597
Si -0.0209 0.0159 -0.023
Si 0.026 0.0004 0.001
Si 0.0158 -0.0093 0.0352
Si 0.0208 -0.0064 -0.0142
Si 0.044 0.0373 -0.0168
Si -0.0325 0.0439 -0.022
Si 0.0003 0.0258 0.0678
Si -0.0951 0.0275 0.0625
Si 0.0083 0.0185 -0.0105
Si 0.0111 0.0222 0.0487
Si 0.0055 0.0158 0.0049
Si 0.0018 -0.017 -0.0251
Si 0.0009 -0.0064 -0.0028
Si 0.0077 -0.0114 -0.0044
Si -0.0196 0.0168 0.0186
Si -0.0116 -0.0105 0.0119
Si -0.0141 -0.0354 -0.0087
Si -0.0212 -0.0051 -0.0218
Si 0.0157 0.0083 0
Si 0.0101 0 -0.018
Si 0.0082 -0.0028 -0.0124
Si -0.0019 -0.003 -0.011
Si -0.0498 0.2391 0.2107
Si -0.0698 0.0071 -0.2468
Si -0.2596 0.1463 -0.0705
Si 0.0988 0.1179 -0.0791
Si 0.115 0.1302 0.3162
Si 0.1328 -0.5078 -1.0126
Si 0.3246 -0.0245 0.1578
Si -0.1346 -0.1349 -0.1076
Si -0.01 0.0217 -0.0112
Si -0.0055 0.0097 -0.0278
Si 0.0029 0.0107 -0.0109
Si -0.0065 0.0126 -0.0113
Si 0.0091 -0.0031 -0.0135
Si -0.0036 0.0214 0.0119
Si -0.0165 -0.0364 -0.0381
Si -0.0054 -0.0027 -0.0127
Si 0.0037 -0.0046 0.0043
Si -0.0052 -0.0123 -0.0049
Si 0.0285 -0.0284 -0.0005
Si 0.0019 0.0013 0.0005
Si -0.0112 0.011 0.0001
Si 0.0495 0.0457 0.0488
Si -0.0043 0.0108 -0.0166
Si -0.0195 0.0219 -0.0015
Si -0.0148 0.0234 -0.0043
Si -0.0702 0.0346 -0.0114
Si 0.0323 0.0299 -0.0409
Si -0.0048 0.0007 0.0132
Si 0.0729 0.0072 0.0242
Si 0.0257 0.0307 0.0732
Si -0.0042 0.0227 0.0116
Si -0.0021 -0.0263 0.0106
Si 0.0141 -0.003 -0.013
Si 0.0726 0.0264 -0.0369
Si -0.0225 0.0259 -0.0121
Si -0.019 0.0008 0.0019
Si 0.0034 0.0019 0.011
Si -0.1891 -0.2316 -0.042
Si 0.0163 0.0052 -0.0249
Si 0.0757 -0.0692 0.1017
Si 0.0165 0.0088 0.0098
Si -0.0621 -0.0192 -0.0714
Si 0.1356 -0.018 0.1671
Si 0.0089 0.0003 -0.0626
Si -0.0144 -0.0008 -0.044
Si 0.0255 -0.0129 0.0051
Si 0.0285 -0.0069 0.0205
Si -0.0122 -0.0244 -0.002
Si 0.0154 -0.0071 -0.0039
Si -0.0041 -0.0869 0.025
Si -0.0865 0.1774 0.2351
Si 0.0143 0.0115 -0.0136
Si -0.0323 0.0341 -0.0219
Si 0.0176 0.0112 -0.0324
Si -0.0326 0.0075 0.1005
Si 0.0225 -0.0041 0.0156
Si -0.039 -0.0209 0.0443
Si -0.0229 0.003 -0.0173
Si 0.0304 -0.0133 -0.0157
Si 0.0304 -0.0092 -0.0272
Si 0.0349 0.0437 0.0197
Si -0.0208 0.0272 -0.0433
Si 0.0184 0.0055 -0.0102
Si 0.1739 -0.0511 -0.0628
Si -0.0054 0.0099 -0.0193
Si -0.0073 0.0116 -0.0007
Si -0.0015 -0.0261 0.0721
Si 0.0458 -0.0113 0.0123
Si 0.0024 0.017 -0.0121
Si -0.1122 0.3621 -0.0837
Si -0.0076 0.0058 -0.0609
Si 0.0058 0.0249 -0.0319
Si 0.0113 -0.0051 0.0008
Si -0.0875 -0.018 0.027
Si -0.0349 -0.0286 0.0482
Si -0.047 0.045 0.1823
Si 0.0178 0.0623 -0.0453
Si 0.0893 -0.1345 -0.1933
Si 0.0602 0.0596 -0.0576
Si -0.0003 -0.0233 0.0087
O -0.0086 0.0003 -0.0203
O -0.0022 -0.0016 -0.0065
O -0.0128 -0.0049 -0.0153
O 0.0076 -0.0089 -0.0171
O 0.0202 -0.0071 -0.0067
O 0.0415 -0.0333 0.0009
O 0.0147 -0.0064 0.003
O 0.007 0.0169 0.0058
O -0.011 -0.0355 -0.0195
O 0.0143 -0.0161 0.013
O 0.0259 0.0151 -0.0117
O -0.0021 0.0042 -0.0012
O 0.0256 -0.0321 0.0195
O -0.001 -0.0078 0.0055
O -0.0059 0.0349 0.0098
O 0.0033 -0.0143 0.0172
O -0.006 0.0045 0.001
O -0.0036 0.0341 0.0245
O 0.0014 0.0052 -0.0037
O -0.0014 -0.0012 -0.0028
O 0.0105 0.0074 0.0013
O -0.0038 0.0119 0.0187
O -0.0125 -0.0358 0.0194
O 0.004 -0.0046 -0.0052
O 0.0074 0.0017 -0.0094
O 0.0163 0.0374 -0.0133
O 0.0039 -0.0088 -0.0212
O 0.0067 -0.002 0.005
O -0.0271 0.0084 0.0258
O -0.0742 0.2212 -0.2064
O 0.0275 0.0015 -0.0271
O -0.005 -0.0044 0.003
O 0.012 -0.0054 0.002
O -0.0064 0.0005 0.0071
O 0.0063 0.0045 0.0121
O -0.0007 0.015 0.0042
O -0.0126 -0.0154 0.0303
O -0.0001 0.0024 -0.004
O -0.0014 0.0188 0.0118
O -0.0038 0.0035 -0.0126
Si 0.006 0.0024 0.0111
Si -0.0103 0.0416 0.0333
Si -0.0028 0.0097 -0.0071
Si -0.009 -0.0026 -0.0045
Si 0.0072 0.0634 -0.0164
Si -0.0287 0.0209 -0.0142
Si -0.0211 0.0538 0.1093
Si -0.0145 0.0001 -0.0398
Si 0.002 0.0025 0.0238
Si 0.0015 -0.3267 -0.2416
Si 0.0162 0.0225 0.0181
Si 0.0028 0.0015 0.022
Si -0.0039 0.0396 0.0409
Si 0.0104 -0.0022 0.0088
Si -0.0041 0.0191 -0.0093
Si 0.1117 -0.0566 0.0096
Si 0.034 -0.0299 -0.0199
Si -0.0291 0.0177 -0.0027
Si 0.0224 0.019 0.0188
Si -0.0005 0.005 0.005
Si 0.0194 -0.0095 -0.0045
Si -0.0039 0.0125 -0.0001
Si 0.1059 0.0108 -0.142
Si 0.0002 -0.0189 -0.0033
Si -0.0076 -0.0066 -0.0064
Si -0.0171 0.0242 0.0208
Si 0.0037 -0.0405 0.0216
Si -0.0078 -0.0083 0.0005
Si -0.0017 -0.0013 0.0172
Si 0.0173 -0.0052 0.0027
Si -0.0098 0.0725 0.0427
Si -0.0216 -0.03 -0.0106
Si -0.0016 0.0293 0.0413
Si 0.0186 0.0095 0.0169
Si -0.0152 -0.0086 0.011
Si 0.0077 0.015 -0.0241
Si -0.0229 0.0567 0.0593
Si -0.0147 -0.0128 0.0084
Si 0.0151 0.0068 -0.0076
Si -0.0257 -0.0346 -0.107
Si 0.0127 -0.0118 0.031
Si -0.0003 -0.0415 0.0015
Si 0.0032 -0.0039 0.0037
Si 0.0037 0.0007 0.0074
Si 0.0005 -0.0435 0.0029
Si -0.0286 0.0192 -0.0557
Si -0.0055 0.0031 -0.0091
Si 0.0079 0.0001 0.011
Si -0.0126 0.0058 -0.0341
Si -0.0121 -0.0137 0.0058
Si -0.0074 0.0111 -0.0022
Si -0.0342 0.009 -0.0583
Si 0.024 0.0102 0.0098
Si 0.0013 0.029 -0.016
Si -0.0017 -0.0135 0.0151
Si -0.0234 -0.0143 0.0262
Si 0.0022 -0.0081 0.0147
Si -0.0008 0.0028 0.0159
O 0.0094 0.0002 0.0339
O -0.008 -0.0043 -0.0068
O -0.0048 0.0058 -0.0014
O 0.0172 -0.062 -0.0208
O -0.0048 -0.0014 -0.0111
O 0.0089 -0.0051 0.0102
O 0.019 -0.002 -0.007
O -0.0012 -0.0251 0.012
O 0.0052 0.0475 0.0054
O -0.0057 0.0062 -0.0011
O 0.0082 -0.0161 -0.0145
O -0.0008 0.0113 0.0034
O -0.0129 -0.0404 0.0058
O -0.003 0.014 0.0087
O -0.0042 -0.0014 0.0057
O 0.0113 -0.0096 0.0062
O 0.0203 0.0035 0.0215
O 0.0014 0.004 -0.0061
O -0.0227 -0.013 -0.0077
O 0.007 -0.0026 -0.0095
O -0.0001 0.0087 -0.0154
O 0.0078 0.0081 0.0073
O -0.0372 0.0126 -0.016
O -0.0052 0.0029 0.0026
O -0.0169 0.0073 -0.0115
O 0.0329 -0.0103 -0.0554
O 0.0009 0.0025 -0.0073
O -0.0063 -0.0146 -0.0168
O 0.0032 0.0118 -0.0189
O -0.0227 0.0295 -0.0252
O 0.0042 -0.02 -0.0209
O 0.0147 -0.0116 0.0186
O 0.0155 0.0072 -0.0142
O 0.0212 -0.0305 -0.0542
O 0.0021 0.0005 -0.0013
O 0.0008 -0.0361 -0.0248
O -0.0027 0.0171 -0.0156
O 0.0011 -0.0001 -0.0025
O -0.0026 -0.0245 -0.0036
O -0.0296 -0.0155 -0.0763
O 0.0006 0.0024 -0.0092
O -0.0067 -0.0011 0.0044
O 0.0468 -0.0448 -0.0947
O 0.0096 -0.0198 0.0124
O 0.0002 0.003 -0.0018
O -0.0066 0.0187 0.0105
O 0.2402 0.0926 0.1564
O -0.0404 -0.003 0.0106
O 0.0296 0.0022 -0.0019
O 0.0145 -0.0252 0.0081
O 0.0005 -0.0051 -0.0083
O 0.0072 0.0087 -0.0048
O 0.0062 0.0024 -0.0055
O -0.003 -0.002 -0.01
O -0.2905 -0.1294 0.0942
O 0.0359 -0.0071 0.0244
O 0.024 0.0233 -0.0071
O -0.032 -0.0261 0.005
O 0.0069 0.0082 0.013
O 0.0008 0.0031 0.0011
O 0.0318 -0.0312 -0.0177
O -0.0064 -0.0041 -0.0038
O 0.0036 -0.0165 0.0013
O 0.0032 0.0029 0.005
O 0 -0.003 -0.0216
O -0.0064 0.0009 -0.0151
O -0.001 -0.0158 -0.0215
O -0.0007 -0.0047 -0.0097
O 0.0502 -0.0016 -0.0176
O -0.0069 -0.0015 -0.0222
O 0.009 0.0053 -0.0222
O 0.0031 0.0308 0.0381
O -0.0317 -0.0255 0.0132
O -0.0117 0.0103 -0.0037
O -0.0108 -0.013 -0.0038
O 0.0092 0.0045 0.0036
O 0.0005 -0.0042 -0.0045
O 0.0032 -0.0041 0.0093
O 0.0047 0.0079 -0.0067
O 0.0109 0.0091 -0.0182
O -0.0012 0.0084 -0.0133
O 0.0448 -0.0024 -0.0059
O 0.0095 0.0018 0.0064
O 0.0054 0.004 -0.0027
O -0.0071 0.0076 -0.0078
O 0.0007 0.0233 0.0209
O 0.0581 0.0388 -0.0146
O 0.0078 -0.0017 -0.0017
O 0.0001 -0.0243 -0.0254
O -0.0237 0.0032 0.0084
O -0.0036 0.0057 -0.0067
O -0.009 0.0077 0.0007
O -0.0324 -0.005 -0.0159
O -0.0038 -0.0002 0.0011
O -0.0336 -0.0068 0.0511
O -0.0108 -0.0038 -0.0472
O -0.0255 0.0007 -0.033
O -0.0101 0.0073 0.0206
O 0.0249 -0.0015 0.0485
O -0.0111 -0.0071 0.0257
O -0.0121 0.0004 -0.0097
O -0.0001 0.0241 -0.0364
O -0.0012 -0.0402 -0.0075
O 0.0008 0.0036 -0.0063
O -0.0094 0.0072 -0.0033
O 0.0084 0.0056 -0.0062
O 0.0441 0.0108 0.0022
O 0.0033 0.0029 -0.0034
O 0.0079 -0.0094 0.014
O 0.0322 -0.0272 0.0171
O -0.0034 0.0046 0.0154
O -0.0068 -0.0051 -0.0118
O -0.0075 0.0031 -0.0102
O 0.0023 0.0005 -0.0032
O -0.0112 0.0236 -0.0154
O -0.0503 0.0018 0.102

The program warned: the cutoff lies below the one the program advises for these potential files; the forces do not sum to zero within the program's tolerance; the exchange-correlation potential is rough where the density is thin.
